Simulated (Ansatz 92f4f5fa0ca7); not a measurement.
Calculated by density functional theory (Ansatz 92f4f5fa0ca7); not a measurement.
Periodic cell of 231 atoms, Si140O85B6, from a study of silicon, its oxide and their interface. The atomic structure is a simulated model.

Settings: functional PBE; potential files Ansatz PAW; basis plane waves; wave-function cutoff 700 eV; density cutoff ratio 5; exchange-correlation grid ratio 1; k mesh 2 x 2 x 1, shifted by 0.5 0.5 0.5 of a step; self-consistency stop 5e-08 eV per atom in the density residual; occupations fixed; spin none; net charge 0.

Cell vectors (angstrom)
a 11.6015 0 0
b 0 10.938 0
c 0 0 31.8123

Atoms and the computed forces on them: element, x, y, z (angstrom), force x, y, z (eV/angstrom)
B -0.2841 0.4377 23.636 0.1615 -0.0493 -0.0044
Si 3.6249 0.0042 23.4063 0.1208 -0.0212 -0.0076
Si 7.8696 0.036 23.0699 0.0607 -0.059 0.0223
Si 1.5955 1.3183 23.2302 0.0019 0.0596 -0.0615
Si 5.6544 1.2919 23.0606 -0.1517 -0.033 -0.013
B 9.7385 0.9273 23.5788 -0.1043 0.0524 -0.0181
Si -0.0471 5.5001 23.2893 -0.1256 -0.0679 -0.0242
B 3.8321 5.9633 23.5326 0.0022 -0.1166 0.0724
Si 7.5731 5.447 23.0731 0.0333 -0.0561 -0.0006
Si 2.0108 6.793 23.1816 0.0467 0.1443 -0.0305
Si 5.6126 6.934 23.2076 0.004 0.1369 -0.1138
Si 9.5729 6.8038 23.0556 0.0123 0.0167 -0.0558
Si 1.8943 2.8647 25.0364 -0.0059 -0.1106 -0.0072
Si 5.703 2.8252 24.9228 -0.004 -0.1095 -0.0109
Si 9.6117 2.565 24.9222 0.0415 -0.1365 -0.0561
Si 11.4954 4.0618 25.1438 -0.0294 0.0998 -0.0351
Si 3.8243 4.3405 24.8435 0.0501 0.1077 -0.0801
Si 7.704 4.0538 24.9989 -0.034 0.0974 -0.012
Si 1.8419 8.2498 25.0998 0.0135 -0.0709 -0.0099
Si 5.7863 8.228 25.1933 -0.0453 -0.1254 -0.0175
Si 9.6285 8.2809 24.9612 -0.0376 -0.063 0.0052
Si 11.5315 9.741 24.9425 -0.0809 0.1479 -0.0487
Si 3.8134 9.521 25.2459 -0.0513 0.1192 -0.0562
Si 7.7041 9.6313 25.0745 0.0345 0.0814 -0.0606
Si 11.5833 0.037 26.9797 -0.0284 -0.0692 0.0722
Si 3.8376 0.0604 27.0484 0.004 -0.053 0.0099
Si 7.6856 0.049 26.996 -0.0064 -0.0675 0.0303
Si 1.9162 1.4254 26.9517 0.0051 0.0627 0.0096
Si 5.7504 1.4384 26.9143 0.0038 0.055 -0.0029
Si 9.6316 1.3762 26.9807 0.0369 0.0433 0.0547
Si 11.52 5.4753 27.016 0.0205 -0.0409 0.0292
Si 3.813 5.4863 26.9478 0.0587 -0.0346 0.1224
Si 7.7354 5.4396 26.949 0.0413 -0.0418 0.0167
Si 1.8548 6.8321 26.9894 -0.0087 0.0511 0.0119
Si 5.793 6.7926 27.0304 -0.0377 0.0126 0.0195
Si 9.6302 6.8792 26.9273 -0.012 0.0477 0.0096
Si 1.9336 2.7345 28.9131 -0.0417 0.0755 -0.0026
Si 5.8008 2.7345 28.9131 -0.0254 0.072 -0.2405
Si 9.6679 2.7345 28.9131 -0.0233 0.0482 0.0387
Si 0 4.1018 28.9131 -0.1047 0.0354 0.2466
Si 3.8672 4.1018 28.9131 -0.0853 0.054 -0.1928
Si 7.7343 4.1018 28.9131 0.0739 0.0159 -0.0337
Si 1.9336 8.2035 28.9131 -0.0916 -0.0282 0.0397
Si 5.8008 8.2035 28.9131 0.0496 -0.0704 0.1891
Si 9.6679 8.2035 28.9131 -0.076 0.0395 -0.2442
Si 0 9.5708 28.9131 0.0589 0.0919 -0.0846
Si 3.8672 9.5708 28.9131 -0.0234 0.0984 0.1981
Si 7.7343 9.5708 28.9131 -0.1175 0.1299 -0.0167
Si 0 0 30.8466 -0.0099 0.0592 0.0291
Si 3.8672 0 30.8466 0.009 -0.0795 0.0903
Si 7.7343 0 30.8466 -0.0057 0.0179 0.0225
Si 1.9336 1.3673 30.8466 -0.0226 0.0352 -0.0578
Si 5.8008 1.3673 30.8466 0.0156 0.021 -0.0748
Si 9.6679 1.3673 30.8466 0.0188 -0.02 -0.0046
Si 0 5.469 30.8466 0.0165 -0.1088 -0.0576
Si 3.8672 5.469 30.8466 0.0022 0.0721 -0.0325
Si 7.7343 5.469 30.8466 -0.0094 0.0303 -0.0599
Si 1.9336 6.8362 30.8466 -0.0038 0.0197 0.0375
Si 5.8008 6.8362 30.8466 0.0117 0.0508 0.0803
Si 9.6679 6.8362 30.8466 -0.002 -0.0692 0.0682
Si 1.9336 2.7345 0.9679 0.092 -0.1374 0.0546
Si 5.8008 2.7345 0.9679 -0.0002 -0.0405 -0.1611
Si 9.6679 2.7345 0.9679 0.0241 -0.0362 -0.1175
Si 0 4.1018 0.9679 -0.0964 0.0724 -0.1049
Si 3.8672 4.1018 0.9679 0.0456 0.0889 0.1787
Si 7.7343 4.1018 0.9679 0.2001 0.0134 0.0996
Si 1.9336 8.2035 0.9679 0.0933 -0.1019 0.1484
Si 5.8008 8.2035 0.9679 -0.016 -0.1504 0.1035
Si 9.6679 8.2035 0.9679 0.0436 -0.0139 -0.0588
Si 0 9.5708 0.9679 -0.1147 -0.0809 0.1529
Si 3.8672 9.5708 0.9679 0.1008 -0.0927 -0.0191
Si 7.7343 9.5708 0.9679 0.1288 -0.1576 0.0386
Si 11.6157 -0.0188 2.9286 -0.0372 -0.0449 -0.0575
Si 3.9362 -0.0706 2.9303 -0.0539 0.0032 -0.0346
Si 7.7938 -0.0234 2.9037 -0.015 -0.0366 -0.0281
Si 1.9725 1.2696 2.8478 0.0439 0.0246 -0.0142
Si 5.8668 1.3042 2.8359 0.0274 0.0556 -0.0147
Si 9.6887 1.3866 2.9078 -0.0062 0.0119 -0.0234
Si 11.6242 5.4824 2.8727 0.0133 -0.0651 0.0015
Si 3.9078 5.4387 2.9558 0.005 -0.0258 -0.0543
Si 7.8041 5.4836 2.9037 -0.0026 -0.059 -0.0643
Si 1.9552 6.8242 2.9213 -0.0286 0.0471 -0.0152
Si 5.8756 6.8197 2.9182 -0.0162 0.0487 -0.0164
Si 9.7155 6.9106 2.9562 -0.0039 0.0386 -0.0174
Si 1.9512 2.5142 4.8083 -0.0671 0.0375 -0.0132
Si 5.9271 2.617 4.754 0.077 -0.0076 -0.0099
Si 9.6726 2.8021 4.8091 -0.0239 -0.1433 0.0209
Si 11.6957 4.0164 4.7194 0.1831 0.0452 0.0519
Si 3.9126 3.8408 4.7595 0.001 0.0651 0.004
Si 7.7243 4.2288 4.937 -0.0701 0.0234 0.0668
Si 1.9543 8.157 4.888 -0.0951 -0.0293 0.0215
Si 5.9905 8.1095 4.9065 0.0444 -0.0034 -0.0169
Si 9.7503 8.3683 4.8928 -0.0517 -0.1114 -0.0321
Si 11.7099 9.7694 5.0413 0.0592 0.0156 0.0494
Si 3.9759 9.3267 4.7606 -0.0123 0.0632 0.023
Si 7.8207 9.7547 5.0038 -0.0293 0.0264 0.04
B 11.6861 0.4027 6.4356 0.0435 -0.0565 -0.0478
Si 4.028 -0.4051 6.73 -0.0052 -0.0135 0.048
B 7.929 0.3826 6.3729 -0.0133 -0.0475 -0.0557
Si 2.0505 1.0294 6.7689 0.0087 0.0965 0.0335
Si 6.0019 1.0656 6.6199 -0.0133 0.0658 0.0602
Si 9.7912 1.311 6.7354 -0.0686 0.0221 0.1474
Si 11.6442 5.4153 6.5989 -0.0223 -0.0036 -0.0527
Si 3.9753 5.11 6.6994 -0.1104 -0.0182 0.0867
B 7.7146 5.7822 6.2959 -0.0179 -0.0714 -0.0723
Si 2.129 6.6379 6.7489 0.1127 0.0018 0
Si 5.8754 6.5317 6.7994 -0.008 0.1196 0.0121
Si 9.5484 6.6565 6.5412 0.1051 -0.0949 0.1783
O 5.3778 7.3568 8.2041 0.0077 0.0133 -0.0335
O 3.983 4.2517 8.1617 0.0152 -0.0057 -0.0469
O 4.0591 9.6612 8.1819 0.0079 0.0007 -0.052
O 5.5215 2.1474 7.799 0.0197 -0.0057 -0.0401
O 9.7327 2.3902 8.0448 0.0124 0.0092 -0.0328
O 2.6766 1.979 8.0194 -0.0136 0.008 -0.019
O 2.5886 7.4602 8.1433 0.0012 0.0344 -0.0063
O 9.7267 7.2655 8.0942 -0.0107 0.0149 0.0303
O 11.5911 4.3634 7.8942 -0.0228 -0.0282 0.0047
O 5.2399 1.9237 21.5331 0.0564 0.0158 0.0073
O 5.72 8.3103 22.2162 0.0041 -0.0257 0.0425
O 1.8672 2.1214 21.7873 -0.0226 0.0097 0.0152
O 7.8314 9.8162 21.8104 0.0015 0.0058 0.0174
O 3.5499 9.9392 22.0969 -0.0443 -0.0319 -0.0064
O 7.5035 4.3458 21.8024 0.0115 0.0096 0.0326
O 1.8666 7.8307 21.8629 0.0138 -0.0075 0.0279
O 11.3518 4.3628 22.0827 0.0275 -0.0026 0.0029
O 9.6091 7.4571 21.5109 -0.0034 -0.003 0.0107
Si 6.4646 9.234 21.0571 -0.013 0.0088 -0.0085
Si 10.1462 4.4809 13.5244 0.0001 -0.0036 -0.0031
Si 9.2601 9.6878 13.2183 -0.001 0.0031 -0.0052
Si 7.011 0.6321 13.187 0.0027 0.0015 -0.0073
Si 0.1478 6.2927 11.7342 -0.0068 0.0027 -0.0095
Si 4.6044 7.6475 11.7955 -0.0026 0.003 0.002
Si 7.9263 3.6842 20.3683 -0.0017 -0.0223 -0.0294
Si 0.3637 3.3197 11.5407 -0.0049 -0.0062 -0.0109
Si 4.6188 4.692 13.1779 -0.003 -0.0001 0.0009
Si 9.6338 6.4498 9.5006 -0.0039 0.0156 -0.0362
Si 3.5762 4.8201 18.8375 0.0019 0.0014 0.0105
Si 8.6198 9.9503 16.3068 0.0003 0.0017 0.0018
Si 5.9461 1.3472 20.1525 -0.0063 -0.0012 -0.0149
Si 7.4219 5.3693 13.7758 0.0003 -0.0037 -0.0028
Si 4.8784 7.6892 19.1792 0.0044 -0.0049 0.0035
Si 11.0111 9.2899 18.0144 -0.0052 0.0024 0.0007
Si 2.1867 1.0201 12.8082 0.0026 0.0014 0.0021
Si 2.9893 2.8381 15.1632 -0.004 -0.0052 -0.0016
Si 6.9717 7.3362 15.9222 -0.0012 -0.0047 -0.0028
Si 10.0192 3.9958 16.4715 0.0049 -0.0027 -0.0033
Si 7.6354 7.4396 11.6573 0.0015 0.0025 -0.0086
Si 1.2069 4.7805 16.8615 -0.0022 0 -0.0007
Si 4.1173 2.6446 8.489 -0.0119 -0.0221 0.0126
Si 1.9366 2.687 20.2663 0.013 0.0106 -0.0085
Si 7.7599 1.8859 15.921 -0.0012 0.0012 -0.0042
Si 5.1336 2.6022 17.3519 -0.003 -0.0009 -0.0036
Si 2.6874 9.0129 21.0997 0.0095 0.0168 -0.0078
Si 5.0675 9.1892 14.3128 -0.0037 0.0034 -0.0022
Si 0.6979 9.0545 13.0337 -0.0009 0.0006 -0.0016
Si 10.4608 3.6318 8.8207 0.0054 0.0233 -0.0069
Si 4.8052 2.0146 11.5601 0.0033 -0.004 -0.0022
Si 10.0593 7.1652 19.9675 0.0007 0.0065 -0.0107
Si 3.6206 9.1983 16.9323 0.0053 0.0039 -0.0021
Si 11.0117 4.3352 20.4912 0.0098 -0.0018 -0.011
Si 3.9898 8.1024 8.7349 -0.0194 -0.0136 0.0224
Si 1.8773 10.8335 18.8701 -0.0007 0.0006 0.0008
Si 7.9361 5.7146 18.1612 -0.0088 0.0082 -0.0051
Si 1.0305 7.7132 15.9635 -0.0021 -0.0016 -0.005
O 4.1868 8.6792 13.0178 0.0208 -0.0076 0.0006
O 7.2882 4.6185 19.1828 0.0226 -0.0037 0.0112
O 1.7013 10.0005 20.2674 0.0186 0.0002 -0.0026
O 10.8132 3.2574 12.6977 0.0091 0.0337 -0.0037
O 3.4708 4.0733 14.172 0.0026 -0.0148 -0.0037
O 0.872 8.5182 14.5594 -0.0005 -0.0007 0.0026
O 1.6233 10.4053 12.7755 -0.0015 0.0081 -0.0033
O 5.9401 4.8193 14.143 0.0051 0.0153 -0.0287
O 4.1593 2.1394 16.0986 -0.0058 0.0157 -0.005
O 4.3517 2.1847 10.0215 -0.0082 -0.0032 -0.0077
O 9.2408 2.5579 16.2218 -0.0224 0.0146 -0.0046
O 7.3697 5.9792 12.2844 -0.0011 0.0108 0.0199
O 3.837 7.9578 10.3738 0.0087 -0.0042 -0.0189
O 10.6447 4.4783 15.0521 -0.0136 -0.0056 -0.0129
O 11.2561 3.0322 10.1078 -0.0088 0.0173 0.0082
O 1.0081 4.8693 11.5753 -0.029 -0.0073 0.0021
O 6.6407 2.7423 16.7379 -0.0016 -0.0139 -0.0008
O 7.7314 0.3574 16.4781 0.0048 0.0083 -0.0196
O 8.7706 6.8282 19.0204 0.0196 -0.0168 0.0007
O 2.4182 8.1551 16.6608 -0.0081 0.0142 -0.0096
O 6.739 6.4003 17.2627 0.0262 -0.0121 0.0024
O 10.7923 9.5913 12.6927 0.002 -0.0125 0.0111
O 8.4781 8.3608 12.693 -0.008 0.0058 -0.0084
O 7.9001 6.4475 14.9026 -0.0253 -0.0096 -0.0064
O 6.1515 8.0427 11.4162 0.0044 -0.0001 0.0098
O 5.9386 10.6474 20.3492 -0.0005 0.0054 -0.0132
O 3.7066 8.3985 20.0288 -0.0039 0.0048 0.0058
O 10.5727 5.9208 12.8402 0.0124 -0.0188 -0.0151
O 9.3849 4.8229 9.2642 0.0347 0.0077 0.0038
O 8.5439 4.2084 13.6297 0.0046 0.0129 0.0076
O 4.4782 6.1024 19.3139 -0.0069 -0.004 -0.0188
O 4.1448 9.8185 15.5094 0.0034 -0.0254 0.0064
O 3.7262 1.0187 12.2745 -0.0117 0.0137 0.0004
O 7.6987 8.6475 16.5023 0.0003 0.0048 -0.0131
O 0.491 10.5068 18.0809 0.012 -0.0127 -0.0004
O 11.0377 6.6401 10.3091 -0.0192 -0.0189 0.0181
O 6.2466 1.3067 11.9063 -0.003 0.001 0.0204
O 11.3669 4.1668 17.3942 0.0099 0.013 0.0043
O 7.3277 1.76 14.3385 -0.0048 -0.0257 0.0002
O 4.8778 3.5563 12.0588 -0.003 0.0059 0.0197
O 3.1233 10.4007 17.9086 -0.0128 -0.0159 -0.0113
O 4.3225 6.1204 12.3925 0.0131 0.0016 0.0047
O 9.3368 9.8281 14.8448 -0.0182 0.0042 -0.0024
O 6.1549 10.3193 13.8461 0.0007 0.0046 -0.0064
O 4.7931 8.3238 17.67 -0.0167 0.0108 0.0157
O 9.6558 10.0212 17.5382 0.0069 -0.022 -0.0132
O 11.0714 5.872 19.923 -0.0289 -0.0101 0.0154
O 6.3456 8.1422 19.8037 -0.0255 0.0083 -0.0172
O 1.3831 2.0857 11.8406 -0.003 -0.0004 0.0196
O 2.1323 1.464 19.2008 -0.0042 -0.0003 0.0181
O 7.4081 2.1344 20.1705 -0.0128 0.0281 -0.015
O 5.2125 1.6575 18.7126 0.0147 0.0109 0.0031
O 2.1845 5.2651 18.0906 0.0114 -0.0192 -0.0144
O 0.5264 3.3709 19.8438 0.0036 0.0084 0.0119
O 8.4102 7.1938 10.2626 0.0039 -0.0032 0.0211
O 9.55 3.6628 20.2233 -0.0088 0.021 0.0179
O 1.0513 6.0856 15.8672 -0.0019 -0.0013 0.0179
O 5.7331 7.8282 14.9685 0.0046 0.0185 -0.0126
O 4.5553 4.0466 17.7994 -0.0105 -0.0148 0.0065
O 3.136 3.8142 20.0767 -0.0177 -0.0092 -0.0344
O 2.2453 1.6339 14.3281 0.0105 0.0157 -0.0182
O 11.3908 8.1442 16.919 0.0142 0.015 0.0034
O 8.4426 0.0423 12.6355 -0.0169 -0.0108 0.0251
O 10.7947 8.5176 19.4357 -0.0116 -0.0145 -0.019
O 8.9315 4.9961 17.1115 -0.0055 -0.0068 0.0103
O 1.8781 3.5101 16.1185 0.0111 0.0119 0
O 0.9714 7.666 12.144 -0.0125 -0.0042 0.0027

Results
free energy: -138284.900 eV
free energy less fixed offsets of B -155.45, O -569.03, Si -635.61 eV per atom: 0.750 eV

The program warned: the cutoff lies below the one the program advises for these potential files; the exchange-correlation potential is rough where the density is thin.
